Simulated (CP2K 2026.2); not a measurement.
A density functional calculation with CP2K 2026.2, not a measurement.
Periodic cell of 1059 atoms, Si736O323, from a study of silicon, its oxide and their interface. The atomic structure is a simulated model.
Doubt: the forces sum to 3.66 eV/angstrom along one axis rather than to zero, so they err by at least 0.0035 eV/angstrom per atom on average; the grid cutoff is modest.

Settings: functional PBE; method Gaussian and plane waves; basis set DZVP-MOLOPT-SR-GTH; pseudopotentials GTH-PBE; grid cutoff 350 Ry, relative cutoff 50 Ry; k points Gamma only; occupations fixed; spin none; net charge 0.

Cell vectors (angstrom)
a	30.7742	0	0
b	0	15.3871	0
c	-5.4794	-0.9275	39.9422

Atoms: element, x, y, z (angstrom)
Si	21.9139	-0.3791	30.7973
Si	21.2944	2.6347	30.4802
Si	24.0735	7.2399	28.8703
Si	21.5969	7.3161	33.8442
Si	24.7862	14.6173	30.5533
Si	25.5777	2.0776	30.1254
Si	19.9446	4.5092	26.6255
Si	23.0742	9.7089	30.5502
Si	-0.9477	-0.6671	31.011
Si	-2.2687	2.1815	30.9916
Si	-2.2701	6.7364	31.684
Si	-2.4284	9.8096	31.0212
Si	1.9248	14.2188	31.1495
Si	1.9068	1.9849	28.8707
Si	5.6676	5.3036	29.5427
Si	2.5358	11.1599	31.0216
Si	25.8962	14.4857	33.3435
Si	24.5996	3.8845	32.3783
Si	25.6632	6.368	31.2553
Si	24.381	8.4042	33.0995
Si	-1.742	14.4001	33.9963
Si	-1.2975	2.7146	33.6722
Si	-1.1764	6.715	33.7595
Si	-1.2996	10.5744	33.7814
Si	2.6382	-0.7558	33.9779
Si	3.1375	3.0303	33.9135
Si	2.0207	6.8705	33.6691
Si	1.851	10.6115	33.8295
Si	5.7936	-0.7171	33.6299
Si	5.5565	3.0843	33.8345
Si	4.2338	7.1764	31.3864
Si	4.9386	9.9124	29.9329
Si	25.3504	1.4223	35.3184
Si	25.3911	3.92	35.1997
Si	25.1672	9.5299	35.0522
Si	25.2485	12.07	35.1953
Si	-1.4352	0.9791	35.2219
Si	-1.4891	4.7233	34.9808
Si	-1.6138	8.6418	35.0733
Si	-1.5912	12.4292	35.1955
Si	2.4336	1.1753	35.2385
Si	2.3943	4.9529	35.0582
Si	2.2198	8.7204	35.1412
Si	2.2199	12.5849	35.0965
Si	6.1322	1.124	35.1039
Si	6.0914	5.0384	35.0838
Si	6.1009	9.0418	35.2272
Si	6.1498	12.1536	35.2687
Si	23.4008	1.0729	36.556
Si	23.3941	4.8228	36.2944
Si	23.3312	8.9002	36.472
Si	23.2751	12.4665	36.4228
Si	-3.4304	1.0364	36.5161
Si	-3.4671	4.7343	36.362
Si	-3.6428	8.7611	36.2959
Si	-3.5591	12.4635	36.4872
Si	0.4695	1.0703	36.5467
Si	0.4142	4.8223	36.4005
Si	0.2895	8.6957	36.5001
Si	0.3435	12.5571	36.5234
Si	4.3048	1.0715	36.6066
Si	4.233	5.0099	36.5267
Si	4.1456	8.7775	36.5121
Si	4.1475	12.5335	36.4808
Si	23.3545	14.4468	37.7703
Si	23.3432	3.0227	37.8578
Si	23.4215	6.8187	37.6604
Si	23.34	10.6915	37.9607
Si	-3.5281	14.4468	37.7957
Si	-3.4371	2.9438	37.8904
Si	-3.5947	6.7705	37.642
Si	-3.5316	10.5719	37.8489
Si	0.3712	14.4984	37.8627
Si	0.3885	2.986	37.8791
Si	0.3229	6.75	37.8034
Si	0.3307	10.6275	37.8692
Si	4.2145	14.4783	37.8664
Si	4.2348	3.0464	37.8826
Si	4.186	6.8774	37.9014
Si	4.1319	10.6707	37.9127
Si	25.3	14.472	39.1398
Si	25.3299	2.9889	39.159
Si	25.3072	6.8058	39.0934
Si	25.3193	10.6535	39.2252
Si	-1.5988	-0.8945	39.1764
Si	-1.54	2.9708	39.2454
Si	-1.6577	6.7903	39.0878
Si	-1.6072	10.6316	39.2061
Si	2.2818	-0.8914	39.2292
Si	2.2999	2.9953	39.2348
Si	2.2301	6.8211	39.2147
Si	2.2231	10.6505	39.2658
Si	21.4776	-0.8685	39.2041
Si	21.4662	3.0193	39.2507
Si	21.5184	6.853	39.1346
Si	21.4234	10.7006	39.3003
Si	0.0289	1.9624	11.5761
Si	0.0121	5.8876	11.5835
Si	0.0318	9.7128	11.6375
Si	0.0114	13.5229	11.6179
Si	3.8591	2.0111	11.5283
Si	3.8688	5.8682	11.5119
Si	3.8596	9.6904	11.5674
Si	3.8542	13.5459	11.5342
Si	7.7066	2.0141	11.4639
Si	7.7116	5.848	11.4909
Si	7.683	9.6711	11.4774
Si	7.6921	13.5684	11.4683
Si	27.0227	2.0029	11.5321
Si	26.9975	5.8799	11.534
Si	26.9971	9.6735	11.5546
Si	26.9836	13.5632	11.5388
Si	28.8966	1.9425	12.9709
Si	28.8645	5.9244	12.9731
Si	28.8679	9.7152	13.0127
Si	28.8444	13.5159	12.9947
Si	1.9555	1.9879	12.9284
Si	1.9669	5.8839	12.8947
Si	1.9751	9.7246	13.0007
Si	1.962	13.5185	12.9519
Si	5.8026	2.0073	12.85
Si	5.7942	5.8835	12.858
Si	5.8044	9.6444	12.8983
Si	5.7922	13.5785	12.8577
Si	9.6661	2.0815	12.752
Si	9.6625	5.85	12.8074
Si	9.6069	9.6662	12.8013
Si	9.6331	13.6082	12.7753
Si	-1.892	0.0129	14.4041
Si	-1.867	3.9354	14.2242
Si	-1.9023	7.832	14.4359
Si	28.7407	11.6225	14.4265
Si	2.0132	0.0541	14.3029
Si	1.9261	3.9582	14.225
Si	2.019	7.7652	14.3187
Si	1.9373	11.6498	14.4102
Si	5.7733	0.1091	14.2488
Si	5.8339	3.9501	14.1626
Si	5.81	7.736	14.3261
Si	5.7898	11.6234	14.1462
Si	9.6306	0.1918	14.0673
Si	9.7346	3.9486	14.1709
Si	9.5617	7.7419	14.1632
Si	9.6227	11.6455	14.0335
Si	0.1261	0.0454	15.6895
Si	0.0035	4.0195	15.6075
Si	0.1496	7.7801	15.7255
Si	-0.086	11.6625	15.746
Si	3.919	0.0294	15.7257
Si	3.8902	3.8926	15.4738
Si	3.9245	7.7287	15.7481
Si	4.0089	11.6443	15.6403
Si	7.7662	0.2038	15.464
Si	7.8013	4.0294	15.4635
Si	7.7447	7.7069	15.6871
Si	7.7466	11.6726	15.3875
Si	26.8613	0.0158	15.7008
Si	27.0745	3.9246	15.653
Si	26.7963	7.8507	15.6779
Si	26.7011	11.6127	15.7436
Si	0.0785	2.0748	16.8911
Si	0.1293	5.8562	17.1464
Si	0.1929	9.7348	17.0668
Si	0.2262	13.5506	17.1424
Si	3.8828	2.0501	16.9374
Si	3.9703	5.6745	16.9772
Si	4.0817	9.7323	17.0194
Si	4.2393	13.4966	17.1221
Si	7.7721	2.1517	16.812
Si	7.8695	5.7479	17.1059
Si	8.1954	9.7883	16.712
Si	8.147	13.6164	16.6426
Si	26.9734	1.9479	17.0191
Si	27.1323	5.9268	16.9429
Si	25.9616	9.6968	16.9852
Si	26.1025	13.5424	17.0367
Si	-1.8013	1.8202	18.2622
Si	-1.8075	6.6095	18.3037
Si	-1.2079	8.9131	18.7758
Si	-1.0122	14.2218	19.0792
Si	1.9469	2.6199	18.1914
Si	2.7014	6.4663	21.0468
Si	2.17	10.3686	18.2404
Si	2.2328	12.8313	18.2626
Si	5.8423	2.5269	18.1167
Si	5.9025	4.9845	18.2149
Si	5.8376	9.6699	18.6138
Si	6.4466	13.9059	18.2636
Si	25.0336	2.3346	18.2987
Si	25.5747	5.4535	18.5997
Si	26.6826	10.0422	19.1858
Si	26.8427	13.1449	19.2835
Si	5.8666	12.0557	20.5578
Si	24.6478	6.6637	23.5267
Si	6.4673	10.9645	23.344
Si	2.0812	5.0625	18.2702
Si	1.6612	13.5843	20.3997
Si	23.9352	3.7221	23.1813
Si	6.2673	0.6351	19.4666
Si	1.4822	11.4274	22.7309
Si	0.7414	3.2321	24.99
Si	1.1294	9.0405	20.8412
Si	-1.4879	3.5819	20.808
Si	1.2419	2.5078	21.1278
Si	3.8468	11.4704	24.9259
Si	9.0137	1.8619	20.3406
Si	27.8859	6.2084	20.3492
Si	24.6535	12.3407	23.9783
Si	3.7173	14.2571	26.3694
Si	25.7017	6.4515	26.5169
Si	-0.7016	11.5475	24.7053
Si	2.3502	7.1702	26.6672
Si	-3.0388	8.6176	26.5438
Si	27.175	10.4187	24.0919
Si	6.3913	7.8679	23.0804
Si	4.1029	-0.0134	29.1823
Si	26.5941	8.4702	21.7379
Si	5.4413	-0.1068	24.0427
Si	25.0332	3.6177	27.5011
Si	0.9543	4.6058	27.6548
Si	24.1945	12.0659	28.9858
Si	2.9164	4.1316	23.0339
Si	-3.8972	10.8063	28.6726
Si	-3.0713	-0.0207	24.0779
Si	0.0184	9.065	26.4089
Si	5.058	6.8371	25.4653
Si	5.6591	3.023	24.1877
Si	8.4863	14.6014	23.9499
Si	0.0749	10.5225	29.2038
Si	4.2237	14.5191	21.3423
Si	1.1863	3.005	31.6459
Si	25.392	1.8099	25.1163
Si	5.5828	7.0769	20.2859
Si	25.6699	14.3192	21.9696
Si	-1.6899	12.9697	28.806
Si	-1.3151	14.1907	26.1621
Si	-0.5889	4.7524	30.1827
Si	1.1163	0.6074	26.3751
Si	-0.9171	1.7738	22.9218
Si	4.3679	9.1636	27.0337
Si	6.7693	0.3243	30.7871
Si	6.7654	3.2931	31.7903
Si	8.2458	7.0768	28.859
Si	6.3518	7.0925	33.8014
Si	9.5728	-0.5029	30.775
Si	10.6887	2.2248	30.0535
Si	6.2778	4.3278	26.8396
Si	7.9724	9.7698	30.5247
Si	14.7516	-0.1689	31.0881
Si	13.6129	2.756	30.8598
Si	13.1508	7.1229	30.9192
Si	12.8489	10.2911	30.9312
Si	17.8283	14.6542	31.4657
Si	18.5397	1.7972	29.759
Si	22.441	4.627	28.4613
Si	17.9776	11.5709	30.9385
Si	10.2693	-0.2825	33.7348
Si	9.732	4.1793	32.1184
Si	10.3534	6.0403	30.8418
Si	9.0559	8.046	32.7767
Si	13.39	-0.6996	33.8746
Si	14.1371	3.0905	33.8225
Si	14.0921	6.9507	33.912
Si	14.0251	10.7198	33.8554
Si	18.256	14.573	33.7823
Si	17.276	3.21	33.9901
Si	17.2275	7.0449	33.9798
Si	17.1828	10.8518	33.8545
Si	20.5869	14.0788	33.4263
Si	21.5813	3.51	33.3137
Si	19.3655	6.9758	31.6259
Si	20.072	9.4984	29.9498
Si	10.0071	1.5104	35.2959
Si	10.0308	4.0146	35.1801
Si	9.9407	9.3994	35.3303
Si	9.8826	12.4815	35.461
Si	13.8107	1.1819	35.1869
Si	13.7926	4.9818	35.1666
Si	13.7495	8.8527	35.2383
Si	13.683	12.6923	35.1186
Si	17.7495	1.1353	35.0683
Si	17.5165	5.0953	35.3092
Si	17.5583	8.9606	35.2406
Si	17.5836	12.7473	35.1449
Si	21.4752	0.9824	35.2225
Si	21.3888	5.197	34.9801
Si	21.3461	9.301	35.2125
Si	21.3048	11.816	35.1801
Si	8.0364	1.0981	36.5091
Si	8.0712	4.8127	36.3636
Si	8.0155	8.8423	36.5853
Si	7.9505	12.531	36.7211
Si	11.922	1.1652	36.6121
Si	11.8497	4.8483	36.4869
Si	11.8477	8.8713	36.5889
Si	11.8892	12.6489	36.6365
Si	15.785	1.1051	36.4677
Si	15.6284	5.0158	36.6529
Si	15.6586	8.8732	36.6136
Si	15.6356	12.7519	36.4896
Si	19.5569	1.086	36.564
Si	19.5517	4.9866	36.4656
Si	19.4901	8.8587	36.5751
Si	19.4767	12.5015	36.5485
Si	7.993	-0.8303	37.8897
Si	7.9943	3.0042	37.8904
Si	8.0792	6.7858	37.761
Si	7.9981	10.6519	38.0751
Si	11.8888	-0.789	37.9269
Si	11.944	3.042	37.9897
Si	11.8031	6.844	37.8186
Si	11.8942	10.7372	38.0059
Si	15.7009	-0.7689	37.8965
Si	15.7345	3.018	37.8878
Si	15.666	6.9416	37.9663
Si	15.6647	10.8185	37.9073
Si	19.5508	14.4957	37.8519
Si	19.5734	3.0508	37.856
Si	19.5441	6.8814	37.8551
Si	19.4512	10.6917	38.0149
Si	9.934	-0.826	39.243
Si	9.9462	3.0138	39.2428
Si	9.9274	6.8416	39.2249
Si	9.9591	10.6996	39.3412
Si	13.8003	-0.7869	39.289
Si	13.8535	3.0204	39.3168
Si	13.7181	6.8843	39.2503
Si	13.8019	10.7539	39.335
Si	17.6374	-0.8424	39.2364
Si	17.6563	3.0391	39.2351
Si	17.631	6.8805	39.2569
Si	17.5449	10.7352	39.3285
Si	6.0975	-0.8571	39.2711
Si	6.1105	3.0247	39.2838
Si	6.1514	6.8367	39.1899
Si	6.0357	10.6717	39.3224
Si	15.4318	1.9396	11.5683
Si	15.4018	5.8632	11.5778
Si	15.405	9.6898	11.6245
Si	15.3963	13.5161	11.6235
Si	19.2698	1.9871	11.596
Si	19.2578	5.8348	11.5603
Si	19.2378	9.683	11.5849
Si	19.2406	13.5283	11.5844
Si	23.1272	1.9997	11.5596
Si	23.1116	5.8404	11.5443
Si	23.0915	9.6658	11.5267
Si	23.0988	13.5613	11.5287
Si	11.6297	1.9938	11.4967
Si	11.6027	5.8695	11.5072
Si	11.5869	9.6638	11.5441
Si	11.5929	13.5578	11.5092
Si	13.5179	1.9131	12.9296
Si	13.4755	5.894	12.9442
Si	13.4692	9.6843	12.992
Si	13.447	13.5102	12.9785
Si	17.3365	1.9329	12.9605
Si	17.3338	5.8257	12.9219
Si	17.3341	9.6766	12.9973
Si	17.3289	13.4899	12.986
Si	21.2106	1.9844	12.9439
Si	21.1851	5.8462	12.9083
Si	21.1776	9.6518	12.9114
Si	21.1842	13.5543	12.9079
Si	25.0986	2.0519	12.8563
Si	25.0659	5.8417	12.8564
Si	25.0349	9.6486	12.8355
Si	25.0397	13.5886	12.843
Si	13.484	0.0106	14.3867
Si	13.5329	3.8951	14.1764
Si	13.4785	7.7886	14.4073
Si	13.3551	11.6019	14.3838
Si	17.3765	0.0092	14.367
Si	17.2929	3.8913	14.2594
Si	17.3504	7.7166	14.3234
Si	17.2771	11.5871	14.4032
Si	21.1721	0.0583	14.3262
Si	21.2436	3.9339	14.2684
Si	21.1247	7.7391	14.3111
Si	21.1845	11.6034	14.2053
Si	25.0671	0.1479	14.1845
Si	25.1514	3.9553	14.2448
Si	24.9732	7.734	14.2131
Si	25.0458	11.6104	14.0899
Si	15.4671	-0.0379	15.7494
Si	15.3532	3.9108	15.6342
Si	15.4903	7.6893	15.7459
Si	15.2659	11.5611	15.7571
Si	19.2956	-0.027	15.7926
Si	19.2458	3.8426	15.5294
Si	19.2371	7.6839	15.7518
Si	19.3312	11.5784	15.6246
Si	23.1739	0.1435	15.5527
Si	23.2449	3.9966	15.5774
Si	23.0618	7.7484	15.6189
Si	23.1696	11.6236	15.4391
Si	11.4103	0.0982	15.5698
Si	11.6758	3.8625	15.5465
Si	11.3941	7.8314	15.5912
Si	11.3133	11.6148	15.6459
Si	15.3707	1.9804	16.9724
Si	15.4292	5.7439	17.1651
Si	15.4782	9.6253	17.1032
Si	15.582	13.4172	17.1797
Si	19.2355	2.004	17.0096
Si	19.2003	5.6482	17.0119
Si	19.3527	9.6812	17.0124
Si	19.5698	13.3726	17.1311
Si	23.1315	2.0859	16.9098
Si	23.0532	5.8638	17.0479
Si	23.5202	9.7356	16.792
Si	23.6559	13.5369	16.697
Si	11.5291	1.9665	17.0169
Si	11.617	5.8565	16.7913
Si	10.6106	9.6989	16.8849
Si	10.5923	13.6004	16.7448
Si	13.4708	1.5942	18.3428
Si	13.4203	6.4098	18.234
Si	14.0675	8.6988	18.7841
Si	14.3286	13.9823	19.1224
Si	17.2595	2.5224	18.2463
Si	17.9841	6.2451	21.2343
Si	17.4533	10.2629	18.2843
Si	17.5826	12.7305	18.3465
Si	21.1938	2.6352	18.156
Si	21.152	5.0305	18.1831
Si	21.0451	9.6064	18.6449
Si	21.8452	13.6353	18.1506
Si	9.6121	2.6889	18.2101
Si	9.942	5.0916	18.2435
Si	11.227	9.909	19.1273
Si	11.5325	12.9565	19.5976
Si	21.1296	12.0462	20.5125
Si	9.0993	6.7013	23.4902
Si	21.9492	11.014	23.3127
Si	17.3664	4.9662	18.3641
Si	16.9676	13.4367	20.5114
Si	8.4016	3.7555	22.8392
Si	21.3778	0.9319	19.7286
Si	16.8435	11.1734	22.7713
Si	16.5009	2.6987	25.3485
Si	16.415	8.8514	20.8493
Si	13.7567	3.3331	20.982
Si	16.4822	2.3223	21.1629
Si	19.2094	11.3793	24.8186
Si	24.0681	1.4157	21.0926
Si	12.1988	5.828	20.1502
Si	9.2232	11.6712	24.6689
Si	19.3619	14.0006	26.2816
Si	9.9663	6.4348	26.5185
Si	14.3751	11.6779	24.5852
Si	17.2885	7.6695	26.1227
Si	12.0088	8.7367	26.546
Si	11.8171	10.2345	23.7413
Si	21.9415	7.8551	22.9948
Si	21.9876	13.7905	27.8558
Si	11.077	8.2606	21.5403
Si	20.8308	-0.0293	24.064
Si	9.3625	3.6065	27.4684
Si	16.9445	4.8241	27.2952
Si	10.2273	11.8923	30.0466
Si	18.3196	3.8522	23.0841
Si	10.7762	11.3583	27.1261
Si	12.169	0.3122	24.1805
Si	14.9052	9.4564	26.7564
Si	19.8024	7.2059	24.9869
Si	21.0179	3.0915	24.1792
Si	23.4418	14.7121	25.352
Si	15.332	11.2095	29.2108
Si	19.4834	14.5641	21.3286
Si	17.9352	4.3822	31.3077
Si	9.8469	1.9037	24.9381
Si	20.8971	6.9796	20.3772
Si	10.405	-0.439	21.7184
Si	14.6324	14.0837	28.3853
Si	12.7764	13.5197	26.0826
Si	15.4101	5.2124	30.0759
Si	17.1028	0.4001	27.3334
Si	14.557	1.6714	23.1866
Si	19.5641	9.1337	26.9841
Si	0.0381	13.5194	0.6202
Si	0.0136	1.9643	0.5586
Si	0.0262	5.8406	0.5766
Si	0.0201	9.6332	0.5865
Si	3.8775	13.5033	0.6115
Si	3.8898	1.9514	0.6205
Si	3.8696	5.849	0.6064
Si	3.868	9.6179	0.5839
Si	7.7231	13.5162	0.6642
Si	7.7454	1.9788	0.6363
Si	7.7373	5.8419	0.6544
Si	7.7061	9.651	0.6616
Si	26.9417	13.5617	0.679
Si	26.9558	1.9919	0.6272
Si	26.9604	5.8884	0.625
Si	26.9573	9.666	0.6383
Si	15.4205	13.5793	0.697
Si	15.4174	2.0186	0.6685
Si	15.4213	5.8588	0.6635
Si	15.4261	9.6746	0.6889
Si	19.2733	13.6071	0.72
Si	19.2856	2.0332	0.7257
Si	19.2838	5.895	0.6871
Si	19.2503	9.7179	0.6959
Si	23.0914	13.5896	0.7121
Si	23.1322	2.0228	0.6465
Si	23.1158	5.8798	0.6698
Si	23.082	9.7104	0.6986
Si	11.5665	13.5422	0.6991
Si	11.5631	2.0051	0.6724
Si	11.5924	5.8786	0.6721
Si	11.5753	9.6536	0.6761
Si	1.9569	13.5254	1.9794
Si	1.9369	1.9731	1.9465
Si	1.9411	5.8384	1.9605
Si	1.9449	9.6505	1.9528
Si	5.786	13.5223	2
Si	5.8074	1.969	1.9906
Si	5.7902	5.8463	1.9867
Si	5.7702	9.6494	1.9928
Si	9.6375	13.5345	2.0386
Si	9.6446	1.9917	2.0298
Si	9.6573	5.8542	2.0204
Si	9.6385	9.6522	2.0195
Si	28.8908	13.5364	1.9973
Si	28.8915	1.9856	1.971
Si	28.8915	5.851	1.9731
Si	28.8871	9.6671	1.9846
Si	17.3407	13.5778	2.0574
Si	17.3381	2.0198	2.0441
Si	17.3478	5.8622	2.0294
Si	17.3396	9.6996	2.0577
Si	21.186	13.5834	2.0828
Si	21.2232	2.0184	2.0493
Si	21.2016	5.883	2.0481
Si	21.1712	9.6891	2.063
Si	25.029	13.5667	2.0479
Si	25.047	2.0055	2.0155
Si	25.0481	5.8773	2.0137
Si	25.0356	9.6919	2.0183
Si	13.4952	13.5499	2.0479
Si	13.4938	2.0051	2.0278
Si	13.5081	5.8626	2.036
Si	13.4964	9.689	2.0379
Si	1.9463	0.0653	3.3372
Si	1.9402	3.9043	3.3133
Si	1.9433	7.751	3.3408
Si	1.9465	11.586	3.3204
Si	5.7946	0.058	3.3681
Si	5.7861	3.9097	3.3404
Si	5.7898	7.7482	3.3752
Si	5.7805	11.5884	3.347
Si	9.6419	0.071	3.394
Si	9.6489	3.9242	3.3757
Si	9.6439	7.756	3.4013
Si	9.6447	11.5926	3.3703
Si	28.8893	0.0739	3.358
Si	28.8874	3.918	3.3317
Si	28.885	7.7588	3.3611
Si	28.8852	11.6021	3.3457
Si	17.3423	0.1036	3.4155
Si	17.345	3.9423	3.3957
Si	17.349	7.7737	3.4063
Si	17.34	11.6357	3.3979
Si	21.1997	0.1114	3.4356
Si	21.201	3.947	3.3986
Si	21.1912	7.7808	3.4324
Si	21.1847	11.6295	3.405
Si	25.0391	0.0979	3.4039
Si	25.05	3.9399	3.3677
Si	25.034	7.782	3.3955
Si	25.0396	11.6208	3.3808
Si	13.4951	0.0871	3.3991
Si	13.5006	3.9299	3.3854
Si	13.5031	7.7746	3.4048
Si	13.5	11.6172	3.3913
Si	0.0358	0.0681	4.7189
Si	0.0325	3.9165	4.6997
Si	0.0325	7.7643	4.7192
Si	0.035	11.6046	4.7033
Si	3.8583	0.0694	4.7146
Si	3.8535	3.9103	4.6962
Si	3.8543	7.7556	4.7185
Si	3.8556	11.5989	4.7055
Si	7.7129	0.0661	4.7396
Si	7.7087	3.9209	4.7154
Si	7.7118	7.7594	4.7412
Si	7.7081	11.6002	4.7149
Si	26.9758	0.0816	4.7418
Si	26.9776	3.9267	4.7225
Si	26.9687	7.7702	4.7393
Si	26.9702	11.6156	4.7288
Si	15.4171	0.0835	4.7642
Si	15.4229	3.931	4.7519
Si	15.427	7.776	4.7626
Si	15.4212	11.6227	4.7552
Si	19.2633	0.0963	4.778
Si	19.2689	3.9321	4.7571
Si	19.2608	7.7719	4.7793
Si	19.2613	11.6265	4.7639
Si	23.127	0.0921	4.7812
Si	23.1304	3.9386	4.7493
Si	23.1225	7.7791	4.7743
Si	23.1178	11.6232	4.7538
Si	11.5697	0.0745	4.7518
Si	11.575	3.9235	4.7394
Si	11.5744	7.7667	4.7541
Si	11.568	11.6085	4.7367
Si	0.034	13.5253	6.0765
Si	0.0343	1.9986	6.0734
Si	0.0345	5.8378	6.0728
Si	0.0309	9.6927	6.0788
Si	3.8536	13.5256	6.0705
Si	3.85	1.9965	6.0744
Si	3.8466	5.8305	6.073
Si	3.8544	9.6844	6.0785
Si	7.7124	13.5217	6.0876
Si	7.7137	2.0011	6.0847
Si	7.7131	5.8343	6.0926
Si	7.7126	9.69	6.09
Si	26.9697	13.5367	6.0988
Si	26.9746	2.0092	6.0994
Si	26.9732	5.8441	6.0997
Si	26.967	9.6977	6.0997
Si	15.4235	13.5404	6.1175
Si	15.4279	2.0082	6.1136
Si	15.43	5.8495	6.1146
Si	15.427	9.7015	6.1161
Si	19.2647	13.5467	6.1262
Si	19.2599	2.0163	6.1329
Si	19.2604	5.8445	6.1312
Si	19.259	9.7033	6.1278
Si	23.1198	13.5422	6.1255
Si	23.1236	2.0209	6.1266
Si	23.1226	5.8495	6.1265
Si	23.1154	9.7065	6.125
Si	11.5719	13.5291	6.1008
Si	11.5769	2.0026	6.1029
Si	11.5802	5.8409	6.1068
Si	11.5747	9.6942	6.1063
Si	1.9439	13.5259	7.4566
Si	1.9363	2.0002	7.4599
Si	1.9355	5.8424	7.4605
Si	1.9397	9.6965	7.4566
Si	5.7757	13.5328	7.4325
Si	5.7759	2.0004	7.4261
Si	5.7708	5.8453	7.4272
Si	5.7796	9.6925	7.4347
Si	9.6419	13.5251	7.4493
Si	9.6447	2.0063	7.445
Si	9.6474	5.8381	7.4486
Si	9.6411	9.6961	7.4491
Si	28.8962	13.5289	7.456
Si	28.9024	2.0042	7.4553
Si	28.9036	5.8491	7.4545
Si	28.8936	9.7032	7.4552
Si	17.3419	13.5335	7.4897
Si	17.3356	2.0009	7.4972
Si	17.3378	5.8413	7.4977
Si	17.3381	9.699	7.4932
Si	21.1892	13.5426	7.4847
Si	21.1892	2.0051	7.4799
Si	21.1876	5.8435	7.4805
Si	21.1856	9.6981	7.4817
Si	25.0512	13.5368	7.4755
Si	25.0565	2.0145	7.4739
Si	25.0551	5.8424	7.4748
Si	25.0467	9.7028	7.4716
Si	13.4973	13.5245	7.4661
Si	13.5066	2.0007	7.4628
Si	13.5104	5.847	7.4662
Si	13.5022	9.7	7.4662
Si	1.9329	0.0663	8.816
Si	1.9258	3.9242	8.8341
Si	1.9299	7.7771	8.8199
Si	1.94	11.6106	8.8398
Si	5.7683	0.0779	8.784
Si	5.7699	3.9253	8.781
Si	5.7715	7.7691	8.7885
Si	5.7743	11.6138	8.7972
Si	9.6515	0.0743	8.7886
Si	9.6577	3.9225	8.8184
Si	9.6494	7.769	8.7962
Si	9.6468	11.6093	8.8248
Si	28.9048	0.0716	8.8084
Si	28.9115	3.9285	8.8201
Si	28.9088	7.7809	8.8115
Si	28.8963	11.6147	8.8372
Si	17.3423	0.0656	8.851
Si	17.3317	3.9182	8.8669
Si	17.3335	7.7729	8.8504
Si	17.3303	11.615	8.8657
Si	21.1813	0.0813	8.8435
Si	21.1834	3.9204	8.8432
Si	21.1766	7.7685	8.8358
Si	21.179	11.6177	8.8463
Si	25.0526	0.0829	8.8245
Si	25.0576	3.9273	8.8536
Si	25.049	7.7742	8.8231
Si	25.0474	11.6166	8.8488
Si	13.5164	0.0668	8.808
Si	13.5252	3.9226	8.8208
Si	13.516	7.776	8.8168
Si	13.5034	11.6098	8.8431
Si	0.0253	0.0471	10.2094
Si	0.0209	3.9266	10.2381
Si	0.0263	7.8035	10.2195
Si	0.0278	11.6125	10.2321
Si	3.8542	0.0817	10.1693
Si	3.8633	3.932	10.1663
Si	3.8552	7.7894	10.166
Si	3.8718	11.6106	10.1906
Si	7.7076	0.0913	10.1125
Si	7.6946	3.9357	10.1247
Si	7.7072	7.7581	10.1236
Si	7.696	11.6168	10.1496
Si	26.9907	0.0853	10.1676
Si	27.0074	3.9383	10.1916
Si	26.9895	7.782	10.1617
Si	26.9797	11.6154	10.207
Si	15.416	0.0319	10.2075
Si	15.4122	3.908	10.2394
Si	15.4131	7.7833	10.219
Si	15.4088	11.6046	10.2414
Si	19.2589	0.0704	10.2213
Si	19.2627	3.9054	10.215
Si	19.2534	7.7661	10.2096
Si	19.2576	11.6083	10.2199
Si	23.1204	0.0923	10.1767
Si	23.1092	3.9173	10.1928
Si	23.1129	7.7537	10.1697
Si	23.1055	11.6149	10.196
Si	11.59	0.0777	10.1385
Si	11.6092	3.9316	10.1644
Si	11.5868	7.7768	10.1462
Si	11.5776	11.6038	10.1925
O	23.352	14.4693	31.2749
O	6.3326	-0.3981	32.1527
O	20.8528	3.3923	31.8544
O	24.5862	5.1799	31.4269
O	21.0001	4.8496	27.7897
O	-3.652	7.1559	26.7641
O	21.4719	9.7021	30.7173
O	5.4815	7.0683	32.4229
O	-3.3284	14.5189	33.7067
O	25.8682	14.532	31.7336
O	25.0699	2.5835	31.5671
O	-3.6151	1.8641	30.2091
O	25.3897	6.9555	29.7795
O	-3.6006	5.8252	31.4378
O	23.7415	9.3832	31.9815
O	-0.9497	14.3432	32.58
O	0.5386	14.5296	30.3982
O	0.1071	2.5905	32.7994
O	-2.506	2.489	32.5773
O	0.4236	6.8227	33.2939
O	-2.206	10.6108	32.4168
O	0.2785	10.6368	33.3395
O	1.8331	-0.4568	32.5961
O	4.1927	14.4781	33.5192
O	4.1503	14.3738	27.9186
O	2.6921	10.3985	32.4454
O	3.9765	11.1555	30.3024
O	25.2234	0.44	33.9773
O	25.5832	4.2723	33.6037
O	25.5203	7.502	32.401
O	6.3891	13.2127	34.0439
O	6.1222	10.6161	34.6571
O	7.3437	10.049	18.1135
O	-2.4843	9.8367	19.162
O	26.4132	11.6016	19.5609
O	5.5944	0.248	29.7002
O	21.9741	1.2291	30.8777
O	6.1521	4.2268	30.6312
O	23.202	7.3463	33.5139
O	5.4318	8.1758	26.3081
O	4.2873	8.598	30.6247
O	3.4663	6.5415	25.6591
O	24.9412	13.4066	29.5043
O	24.9068	0.646	29.7701
O	25.2859	3.2197	29.0389
O	2.2608	-0.488	26.1833
O	24.4066	5.2228	22.836
O	23.4582	8.6412	29.3871
O	-1.913	13.6662	30.2491
O	-0.3569	12.0369	28.8121
O	-1.3629	0.8668	30.8073
O	-1.5807	3.4962	30.3722
O	-1.1829	6.1694	30.635
O	-1.1209	9.9065	30.0903
O	-3.3783	9.5608	27.8045
O	3.21	-0.6767	30.3401
O	2.0674	12.6434	31.3885
O	0.9735	1.0514	27.93
O	3.1321	8.2614	27.5751
O	0.0537	10.278	25.3502
O	1.4379	10.4862	30.0574
O	-1.574	0.3734	19.0138
O	-2.2012	4.9775	21.1437
O	1.775	12.3934	21.4841
O	-0.3241	8.886	20.1527
O	5.2935	11.6381	24.2203
O	0.1408	3.7015	20.8639
O	2.2556	5.4966	19.8366
O	3.6055	12.7354	25.8849
O	6.6381	11.7421	21.9333
O	4.4466	14.6536	22.932
O	5.8494	5.5735	19.7531
O	7.707	0.8915	20.1975
O	5.9458	8.1315	19.1219
O	5.4282	10.6649	19.8416
O	-1.5605	14.1747	27.7499
O	6.7919	12.8801	19.5227
O	4.5873	13.0028	20.8676
O	25.1997	3.8873	18.7639
O	27.8345	7.4877	21.3549
O	0.172	12.0269	23.4481
O	26.1524	14.0312	20.4528
O	4.8171	-0.3439	25.4998
O	1.568	7.5655	21.3123
O	-2.6832	14.448	25.3471
O	-0.5538	2.7796	24.1405
O	2.1402	9.6947	19.7481
O	2.7219	11.3492	23.7703
O	25.8434	4.9456	27.0832
O	4.0338	7.2789	20.6505
O	5.158	0.2264	20.6003
O	8.6281	3.0337	21.405
O	22.4541	3.7579	23.8481
O	6.0571	9.4368	23.0582
O	24.9776	3.0779	24.2227
O	1.7943	5.9632	27.5514
O	1.7306	4.1402	24.1156
O	26.9273	14.5019	22.964
O	1.1306	9.9574	22.1614
O	1.7384	1.9433	19.6949
O	9.0165	0.532	24.7185
O	23.368	11.3698	23.9735
O	27.0776	9.2763	25.2247
O	23.2229	7.3624	23.821
O	5.2393	7.0823	23.8833
O	-0.2739	-0.0055	25.8571
O	24.8021	0.2979	21.9928
O	0.7483	4.4533	31.0622
O	-0.2906	4.8703	28.6216
O	25.3463	11.1649	28.2815
O	24.7976	13.081	22.5376
O	-1.9371	3.0385	19.3518
O	0.3146	4.1214	26.2575
O	6.5017	7.3226	21.5717
O	25.4782	7.6231	22.5317
O	25.5173	2.3571	26.6279
O	-1.6742	0.4637	23.4286
O	1.3156	1.9903	30.385
O	-1.4537	8.4183	26.3855
O	-2.9675	12.0886	28.3822
O	23.5811	11.1905	30.1877
O	0.3227	9.6304	27.8896
O	2.5584	3.0335	21.8957
O	-2.1969	11.1941	24.2322
O	26.7926	1.2117	24.5877
O	25.9711	11.4709	24.2824
O	22.982	6.051	29.0102
O	-0.7299	12.7427	25.7765
O	10.4514	0.6204	29.9893
O	27.1018	9.7018	22.6474
O	6.8798	14.5612	23.9519
O	5.8729	3.1415	25.8032
O	24.5533	7.281	27.325
O	25.3804	6.4544	24.9418
O	4.3053	3.7772	23.7541
O	7.9342	7.033	33.3629
O	15.3821	3.5241	20.91
O	-1.9528	2.5263	21.9317
O	5.5929	1.4703	23.7901
O	14.5096	6.5588	30.2201
O	24.4435	13.4558	25.1428
O	19.8133	5.7263	25.5865
O	2.6684	14.7542	20.9513
O	8.0656	-0.4294	30.1888
O	20.8431	14.4068	31.8536
O	8.1196	4.0453	32.2805
O	5.3368	4.5055	28.1606
O	11.2719	7.3352	26.8268
O	6.4175	10.1715	30.4955
O	19.3807	8.1286	30.4914
O	11.8453	-0.4807	33.3899
O	9.4872	-0.0774	32.3386
O	10.2277	2.7559	31.5169
O	10.1665	13.3826	30.6861
O	9.3634	6.1356	29.5648
O	8.3064	9.2574	32.0251
O	12.8979	8.697	30.6044
O	14.2539	-0.7539	32.5007
O	16.3159	-0.4701	30.9911
O	15.7372	3.0302	33.4274
O	13.2866	3.1533	32.4149
O	13.235	6.9343	32.5291
O	15.6707	7.0231	33.4778
O	13.1504	10.5517	32.4993
O	15.6035	10.7711	33.415
O	18.2154	3.6865	32.7446
O	20.0617	2.2823	29.4923
O	18.1565	7.2228	32.662
O	11.4089	10.9689	30.6506
O	18	10.9869	32.4534
O	19.153	10.7986	30.1707
O	9.7551	13.6828	34.3558
O	10.2946	4.472	33.6179
O	10.0531	7.3303	31.7615
O	9.9411	10.965	34.8136
O	10.0121	8.5383	33.9622
O	21.0352	12.5239	33.7007
O	21.5551	-0.438	34.4071
O	21.2615	2.1286	34.0913
O	20.7677	7.0644	32.4459
O	24.1644	6.1923	18.2507
O	22.5868	9.8823	18.1649
O	12.8194	9.6328	19.2279
O	11.0687	13.7694	18.291
O	13.1522	12.9751	19.628
O	21.6697	14.5213	29.2701
O	7.1355	1.8665	31.1092
O	22.3233	3.5917	29.6991
O	10.456	8.9293	20.1842
O	18.2195	8.2713	27.322
O	20.3333	9.4315	28.3558
O	5.0453	9.8383	28.3199
O	12.9043	4.685	21.0532
O	24.8624	1.4899	19.6838
O	18.1301	14.5589	27.1454
O	8.7962	5.3104	22.7314
O	8.2719	8.587	29.4473
O	14.0703	14.4438	29.8587
O	15.3036	12.6114	28.4012
O	14.4904	1.4072	30.9333
O	26.3022	5.9159	19.9842
O	13.9509	11.0398	30.0262
O	11.3517	9.8903	27.4825
O	18.6321	0.5265	30.7835
O	17.6977	3.4383	24.5251
O	17.7402	1.3878	28.4348
O	14.5484	10.7368	25.8706
O	16.5655	11.2303	30.2435
O	13.6468	0.0653	18.9144
O	17.0332	12.1902	21.5403
O	14.9937	8.598	20.1255
O	15.4456	14.009	20.3194
O	20.7336	11.4175	24.2863
O	13.7575	0.4992	23.9393
O	17.6046	5.3418	19.9415
O	18.7952	12.8564	25.3028
O	21.8479	11.8026	21.9137
O	20.0312	14.7005	22.831
O	21.785	-0.2014	18.6357
O	21.224	5.5344	19.7451
O	22.533	0.9752	20.8565
O	20.95	8.0905	19.2063
O	20.643	10.6477	19.8452
O	13.3147	14.1038	27.4699
O	22.155	12.7166	19.4635
O	16.9125	1.247	25.9558
O	19.9232	13.1091	20.7325
O	10.9782	11.4468	19.5662
O	15.7323	11.7753	23.7555
O	10.8617	13.6942	20.8428
O	19.937	-0.1637	25.3984
O	17.9413	5.3412	22.5768
O	11.8933	14.6379	25.3551
O	15.2645	2.5596	24.3285
O	17.431	9.5391	19.7757
O	18.2154	10.9447	23.6127
O	8.6619	7.0615	27.2866
O	19.4256	6.9287	21.0164
O	20.0234	0.4227	20.4525
O	24.0096	2.8474	21.8252
O	6.8686	3.6772	23.3425
O	21.8646	9.4484	23.0101
O	9.3356	3.0481	23.9368
O	20.5563	13.3993	27.2054
O	15.6899	1.2269	22.0888
O	12.1436	7.1336	21.1029
O	11.554	-0.2304	22.8086
O	16.3049	9.7854	22.1546
O	17.0129	1.8023	19.7266
O	24.2382	0.6897	25.0779
O	7.8662	11.0054	24.1253
O	15.995	8.5921	25.9466
O	11.8406	9.2044	24.9984
O	7.7819	7.5669	23.8196
O	20.5905	7.233	23.6061
O	15.696	-0.2045	27.8517
O	10.2355	0.9314	20.8731
O	16.4974	5.1399	31.281
O	16.8413	6.1629	26.4131
O	16.2746	5.1777	28.7152
O	10.4525	12.1445	28.4752
O	8.9847	14.6318	22.4143
O	25.242	13.0914	33.8818
O	13.2967	2.547	19.6505
O	16.0859	3.6555	26.5809
O	16.9167	7.4238	21.3756
O	22.0163	7.3354	21.4725
O	9.9716	7.6003	22.4882
O	9.624	2.3866	26.4516
O	2.8797	6.9722	32.2692
O	17.8083	3.1306	30.3005
O	13.5657	8.5689	26.9472
O	8.8393	11.0926	30.2385
O	15.4867	9.9737	28.1752
O	17.7763	2.8195	21.9717
O	13.1511	11.1352	23.6893
O	11.4196	1.6695	24.6373
O	11.8323	9.4092	22.3649
O	-2.6765	8.2552	31.3256
O	14.0279	13.1516	25.1319
O	23.4524	3.981	27.3629
O	22.8091	14.7627	26.8448
O	0.1099	14.1193	20.273
O	22.2351	14.5737	24.2706
O	-2.3083	13.2884	19.4056
O	19.9222	3.7513	23.1884
O	1.9344	3.4823	28.2789
O	13.4542	2.5246	22.3504
O	21.13	1.5256	23.8271
O	23.1671	3.5527	32.9997
O	9.0812	13.2777	24.644
O	19.0861	5.4983	30.9837
O	17.8753	14.6023	21.21
O	12.2784	2.5221	29.9778
O	1.5106	1.8935	25.4786
O	19.123	10.4352	26.13
O	10.4867	11.1624	23.7902
O	11.8901	12.1914	26.3036
O	3.8265	10.1898	25.9108
O	18.2558	13.1748	30.9056
O	-3.7213	10.4145	30.2476
O	0.4447	1.4377	22.0725
O	3.4188	1.4104	28.8156
O	11.9093	6.2104	30.389
O	9.4581	11.2152	26.2032
O	2.6341	3.0554	32.3436
O	6.7893	6.4315	29.1727
O	14.4439	3.9245	30.1418
O	18.2499	7.6771	24.8029
O	7.7861	4.0407	27.3946
O	10.6353	5.4587	19.7285
O	9.8537	3.0502	28.9219
O	4.3932	6.0459	30.2265
O	18.4985	4.3131	27.3485
O	1.1091	7.9494	25.9728
O	6.0741	5.6794	25.9607
O	20.5192	8.2273	26.0318
O	10.2116	4.916	27.0353
O	20.5304	3.2803	25.7254
O	22.9339	12.481	28.0513
O	26.0216	9.1069	20.3459
O	2.9824	5.5835	22.3539
O	9.7836	6.4125	24.9168

Results
total energy: -220366.963 eV
total energy less fixed offsets of O -438.35, Si -107.03 eV per atom: -5.833 eV

Forces (eV/angstrom), in the order of the atoms: element, x, y, z
Si	-0.1061	-0.0514	0.0819
Si	-0.108	-0.0277	0.0543
Si	0.0321	0.0095	0.0745
Si	-0.2936	0.1382	0.5821
Si	0.0657	0.0628	0.0935
Si	-0.0435	-0.0352	0.0581
Si	-0.0394	-0.0473	0.0259
Si	0.0654	-0.1445	-0.0119
Si	-0.0633	0.03	0.1234
Si	0.0043	0.025	0.2092
Si	0.243	-0.0256	0.727
Si	0.0721	0.0791	0.1261
Si	-0.0055	0.0699	0.0274
Si	-0.0547	0.0082	0.1528
Si	0.0576	0.0286	0.0532
Si	-0.0162	-0.0111	0.0985
Si	-0.1985	-0.0294	0.1157
Si	0.0873	0.1191	-0.0209
Si	0.0051	-0.0586	0.0659
Si	0.2259	0.3481	0.5375
Si	0.2837	-0.0437	0.6413
Si	-0.0187	0.1804	0.7232
Si	-0.4854	-0.0603	0.093
Si	-0.1663	-0.0733	0.7304
Si	-0.2777	-0.0454	0.814
Si	0.186	0.0621	0.5815
Si	0.2007	-0.0775	0.779
Si	0.1845	0.1084	0.7522
Si	0.1341	0.4953	0.4944
Si	-0.0231	-0.0086	-0.0328
Si	-0.0741	-0.0516	0.2592
Si	-0.0448	-0.1661	0.0813
Si	0.0731	0.3056	0.3908
Si	-0.1037	-0.1551	0.6602
Si	-0.0236	0.0569	0.0207
Si	0.0604	-0.3557	0.3936
Si	0.0082	-0.0277	-0.058
Si	-0.0034	-0.0163	-0.0637
Si	0.0382	0.0147	-0.0478
Si	0.0217	0.0125	-0.0163
Si	-0.0195	-0.0157	-0.0706
Si	0.02	-0.0175	-0.0529
Si	0.0054	-0.0165	-0.0713
Si	-0.0207	0.0177	-0.0626
Si	0.0045	-0.0392	-0.0802
Si	0.0307	0.0339	0.0521
Si	-0.0454	-0.5619	0.1463
Si	-0.1578	0.1357	0.6672
Si	0.0255	-0.0212	0.0194
Si	0.0383	0.0923	0.0076
Si	0.0566	-0.0222	0.0293
Si	-0.0444	0.0205	-0.0269
Si	0.0166	-0.0393	0.0179
Si	-0.0013	0.0573	0.005
Si	-0.0618	-0.058	0.0094
Si	-0.0321	0.0539	-0.0024
Si	0.0068	-0.0528	0.0697
Si	-0.0236	0.006	0.0423
Si	-0.0119	0.017	0.0457
Si	0.0045	0.0192	0.0282
Si	0.0293	-0.002	0.0298
Si	-0.0086	0.0163	0.0287
Si	0.0053	-0.011	0.0377
Si	0.0253	0.0473	-0.0149
Si	0.0065	0.007	0.0132
Si	0.0133	-0.0039	-0.0103
Si	-0.0056	-0.0226	-0.0484
Si	0.0029	-0.029	0.0114
Si	-0.0279	0.0011	-0.0071
Si	-0.0439	-0.0086	-0.0095
Si	0.0043	-0.0093	-0.0575
Si	-0.0207	-0.0194	0.0016
Si	-0.0004	-0.0006	-0.0143
Si	-0.0023	0.0125	-0.0245
Si	0.0168	0.0122	-0.0399
Si	0.0007	-0.0126	-0.0266
Si	0.0047	-0.026	-0.0043
Si	0.0027	-0.0158	-0.0342
Si	0.0037	0.0265	0.014
Si	0.0044	-0.0143	-0.0102
Si	0.001	0.0341	0.0114
Si	-0.0089	0.0064	0.0307
Si	-0.0051	-0.0143	0.0325
Si	0.0052	-0.0025	-0.0089
Si	0.0102	0.0018	-0.002
Si	0.0223	-0.0173	0.0348
Si	-0.0013	0.0102	0.0021
Si	0.0236	0.0025	0.0242
Si	0.0065	0.0013	0.0143
Si	0.0028	-0.0053	0.0497
Si	-0.0109	-0.0146	0.019
Si	-0.0123	0.014	0.0294
Si	-0.015	-0.0159	0.0153
Si	-0.0274	-0.0013	0.0315
Si	0.0256	0.0159	0.0086
Si	0.0102	0.0217	0.0186
Si	-0.0052	-0.0001	-0.0057
Si	0.0005	-0.0038	-0.0072
Si	-0.0025	0.0013	-0.022
Si	-0.0077	-0.015	-0.0246
Si	-0.0078	0.0368	-0.0184
Si	-0.0079	-0.0086	-0.0299
Si	0.022	0.007	-0.0107
Si	-0.0074	-0.0091	-0.0173
Si	-0.0071	0.0036	-0.0263
Si	-0.0041	-0.0249	-0.0114
Si	0.006	0.0412	-0.0285
Si	-0.0018	-0.0267	-0.0207
Si	-0.0036	0.0022	-0.016
Si	0.0043	0.0062	-0.0309
Si	0.0085	0.0027	-0.0208
Si	0.015	-0.0224	-0.0192
Si	0.0172	-0.0035	0.0364
Si	0.0075	0.0036	0.0288
Si	-0.0242	-0.0018	0.019
Si	-0.0125	-0.0164	-0.0028
Si	0.0365	-0.0146	0.0088
Si	0.0032	0.0003	-0.0009
Si	-0.0328	0.019	0.0287
Si	0.0106	0.0206	0.0262
Si	0.0117	-0.0264	0.0204
Si	-0.0069	-0.0032	0.0381
Si	-0.0094	-0.011	0.0092
Si	0.0085	0.0325	0.0199
Si	-0.0223	0.0143	-0.014
Si	0.0016	-0.0009	0.0031
Si	0.001	-0.0024	-0.008
Si	0.0193	-0.001	-0.0042
Si	-0.0135	0.0199	0.0346
Si	-0.0243	-0.0092	-0.0478
Si	-0.012	-0.0062	0.0511
Si	-0.0386	-0.0041	-0.0119
Si	-0.0107	0.0275	-0.009
Si	-0.0091	0.0031	-0.0211
Si	0.0339	-0.0058	-0.0027
Si	-0.0057	-0.045	0.0155
Si	-0.0188	0.0235	-0.0161
Si	0.0009	0.0287	-0.0135
Si	-0.0093	0.0339	-0.0399
Si	-0.0004	-0.0237	-0.0499
Si	-0.0045	-0.0433	-0.0301
Si	0.0071	0.009	0.0004
Si	0.0037	0.0481	-0.0004
Si	-0.0282	-0.0026	-0.0483
Si	0.0014	0.0275	0.0141
Si	-0.0015	0.0213	0.0264
Si	-0.065	0.0337	0.0627
Si	-0.0095	-0.0257	0.0719
Si	0.0109	-0.0139	0.0197
Si	-0.0191	-0.0471	0.0018
Si	-0.0162	-0.0076	0.0296
Si	0.0095	0.0198	0.0308
Si	0.0156	-0.043	-0.0091
Si	0.017	-0.0507	0.0326
Si	0.0186	0.0356	0.0173
Si	0.0441	-0.0332	0.0024
Si	0.0177	-0.0122	0.052
Si	0.0178	-0.0345	0.03
Si	0.0079	0.016	0.0495
Si	0.0333	-0.0119	0.0716
Si	-0.0003	-0.0429	-0.0029
Si	0.0348	-0.0802	-0.0277
Si	0.0611	0.0057	-0.0498
Si	0.0103	0.116	0.0141
Si	-0.0733	-0.0029	-0.0001
Si	0.016	0.04	0.1025
Si	0.0329	-0.053	0.1051
Si	0.0312	0.0623	-0.0263
Si	-0.0279	-0.0839	-0.0099
Si	0.0383	0.0584	0.0857
Si	0.2568	-0.0987	-0.4523
Si	0.0502	0.0092	0.0358
Si	0.0392	0.0223	-0.0149
Si	-0.0378	-0.0786	-0.0352
Si	-0.0528	-0.0417	-0.0666
Si	-0.003	0.0251	0.0033
Si	0.0041	0.0741	-0.72
Si	0.0939	0.061	-0.0399
Si	0.1021	-0.3312	-0.7767
Si	0.3193	-0.22	-0.6524
Si	0.1471	0.291	-0.5283
Si	-0.0258	-0.1459	-0.2283
Si	-0.0108	0.2353	-0.6327
Si	0.0301	-0.0723	-0.1224
Si	0.0465	-0.0073	0.0357
Si	-0.0244	-0.2204	-0.7209
Si	-0.3485	0.1706	-0.5782
Si	-0.1324	0.379	-0.4461
Si	-0.0288	-0.2501	-0.7529
Si	0.4586	0.1735	-0.5192
Si	-0.3212	-0.103	-0.6449
Si	-0.1581	0.1599	-0.6766
Si	0.0182	-0.0356	-0.1449
Si	0.0536	0.047	-0.0293
Si	-0.0601	0.0117	-0.0826
Si	-0.0467	-0.2165	-0.762
Si	-0.0871	-0.1158	-0.5651
Si	-0.1085	-0.1347	-0.1027
Si	-0.1402	0.0821	-0.7576
Si	0.0719	-0.0058	-0.086
Si	0.0143	-0.1081	-0.015
Si	0.0877	0.1308	-0.2654
Si	0.1229	-0.0335	-0.1423
Si	-0.1045	-0.0282	-0.1014
Si	0.0274	-0.0676	-0.101
Si	0.13	0.312	-0.5904
Si	0.1446	0.0469	-0.6438
Si	0.0272	0.0376	-0.1334
Si	0.064	0.0536	0.0157
Si	-0.1956	-0.0006	0.0154
Si	-0.0851	-0.0833	-0.0117
Si	0.0283	-0.0016	-0.0677
Si	0.0001	0.1855	-0.0428
Si	0.0304	-0.0795	-0.0439
Si	0.0493	0.0277	-0.1044
Si	-0.1008	0.0327	0.0735
Si	0.0226	-0.0178	-0.0847
Si	-0.0141	0.0373	-0.0651
Si	-0.0572	-0.0585	0.0012
Si	0.0446	-0.1414	-0.0048
Si	0.0296	0.0731	0.0089
Si	-0.001	-0.1366	-0.1682
Si	-0.0235	-0.007	0.1399
Si	-0.0653	0.0758	-0.063
Si	0.0154	0.0371	0.0982
Si	-0.0718	-0.0247	0.1112
Si	0.0452	-0.0407	0.06
Si	-0.019	0.0892	-0.0434
Si	-0.0758	0.1303	0.0972
Si	0.146	0.0538	-0.1073
Si	-0.0397	-0.0263	0.1221
Si	0.0311	-0.0611	-0.0218
Si	-0.0417	-0.1213	-0.1343
Si	0.0385	-0.001	-0.2774
Si	0.0195	-0.1085	0.1432
Si	0.0185	-0.0159	-0.0489
Si	0.0137	-0.0747	0.2102
Si	0.0138	0.0866	0.1304
Si	0.1421	0.0548	-0.1153
Si	-0.027	0.0802	0.0085
Si	-0.0598	0.0277	0.1941
Si	-0.3986	-0.1762	0.5357
Si	-0.0159	0.0194	0.0898
Si	-0.2421	0.1388	0.7459
Si	0.0322	0.0089	0.0878
Si	-0.0474	-0.0514	0.0405
Si	0.0104	-0.0672	0.0497
Si	0.078	-0.1963	0.0357
Si	-0.1449	0.0828	0.2047
Si	-0.1152	-0.014	0.2446
Si	0.0267	0.0171	0.1764
Si	0.0915	-0.0954	0.184
Si	0.1416	-0.0765	0.6708
Si	-0.0147	-0.1518	0.2531
Si	0.0636	-0.0339	-0.0296
Si	-0.0772	0.1301	0.2433
Si	-0.0118	0.4473	0.4233
Si	0.2169	0.4984	-0.3641
Si	-0.0724	-0.5992	0.3378
Si	-0.1385	-0.0147	0.0415
Si	0.2632	-0.0278	0.8522
Si	-0.2395	-0.0114	0.733
Si	-0.2749	-0.0252	0.7581
Si	-0.188	0.1134	0.7947
Si	0.125	0.0353	-0.0969
Si	0.0826	-0.1923	0.7258
Si	0.146	-0.0717	0.8321
Si	0.1296	-0.0037	0.7483
Si	-0.6983	0.0933	0.2039
Si	-0.2517	0.5505	0.3286
Si	-0.0061	-0.0792	0.0896
Si	-0.0759	-0.1161	0.1468
Si	-0.0386	-0.0051	0.0212
Si	-0.1327	-0.194	0.5402
Si	-0.077	-0.1801	0.7446
Si	0.1007	0.0969	0.6442
Si	-0.0091	-0.0095	-0.0762
Si	0.0087	0.0275	-0.1012
Si	0.0631	0.0055	-0.1111
Si	0.0323	0.0182	-0.1043
Si	0.0063	0.0884	-0.0209
Si	-0.0013	-0.0017	0.0003
Si	-0.0228	-0.0326	-0.0702
Si	-0.0375	-0.1179	0.0313
Si	0.0675	0.0437	0.7827
Si	0.0148	-0.0289	0.019
Si	0	-0.0315	0.0135
Si	0.0847	-0.2316	0.5428
Si	0.0278	-0.0433	-0.0031
Si	0.055	0.0475	0.0033
Si	0.0483	-0.0203	0.0081
Si	-0.005	0.0177	-0.0063
Si	0.0115	-0.0306	0.0326
Si	-0.0021	0.0106	0.0389
Si	-0.0233	-0.0228	0.0111
Si	-0.0283	0.0135	-0.0033
Si	0.0258	-0.012	0.0108
Si	-0.0157	0.0036	0.0429
Si	-0.0377	0.028	0.0642
Si	-0.0153	-0.0189	0.0142
Si	0.0238	0.0215	0.0061
Si	-0.0407	-0.01	0.0312
Si	0.0001	-0.0276	0.0201
Si	0.0057	0.0631	-0.0237
Si	-0.0113	-0.0037	0.019
Si	0.006	-0.0156	0.0081
Si	-0.0008	0.0053	-0.0067
Si	0.0073	-0.0309	0.0615
Si	-0.0129	-0.0052	0.0014
Si	-0.0237	0.002	-0.0004
Si	-0.0201	-0.004	-0.0288
Si	-0.0201	0.0106	0.0042
Si	-0.026	-0.0006	0.0034
Si	0.0119	0.0251	-0.0469
Si	0.0062	-0.0018	-0.0038
Si	0.019	0.0073	-0.0337
Si	0.0237	0.0081	-0.0224
Si	0.0384	-0.0238	-0.0026
Si	-0.0066	-0.0111	-0.0029
Si	0.0026	-0.0108	0.0088
Si	0.0043	-0.0056	0.0279
Si	-0.0211	0.0075	0.0155
Si	-0.0058	0.003	0.0212
Si	-0.0039	-0.012	0.0196
Si	0.001	-0.0024	0.0026
Si	0.0266	-0.0098	0.0196
Si	0.0038	0.0109	-0.0014
Si	0.0116	0.0062	0.0174
Si	0.0028	-0.018	0.0082
Si	0.0093	-0.009	0.0391
Si	0.0036	-0.0114	0.0091
Si	-0.0339	-0.0139	0.0386
Si	-0.0116	0.0049	0.0058
Si	-0.0039	0.0075	0.0337
Si	0.0188	0.0029	-0.0053
Si	0.0094	0.01	-0.0056
Si	0.0034	0.0079	-0.0111
Si	0.0116	-0.0023	-0.0077
Si	0.0099	0.0048	-0.0154
Si	0.0041	-0.0053	-0.0267
Si	-0.013	0.0289	-0.0133
Si	-0.0116	-0.0115	-0.0277
Si	0.007	0.0115	-0.0162
Si	0.006	-0.0098	-0.0133
Si	-0.0075	0.0044	-0.0161
Si	-0.0001	-0.0123	-0.0198
Si	0.0066	0.0336	-0.0274
Si	-0.0077	-0.0286	-0.0287
Si	0.0032	0.0152	-0.0153
Si	0.0098	0.0047	-0.0334
Si	0.0055	0.0027	-0.0189
Si	0.0025	-0.0156	-0.0202
Si	0.0163	-0.0024	0.0314
Si	-0.0134	0.0048	0.0236
Si	-0.0276	0.0075	0.0174
Si	-0.0223	-0.0011	-0.0093
Si	0.0274	-0.0165	0.0095
Si	0.0009	0.0096	-0.0017
Si	-0.0395	0.0049	0.0199
Si	-0.0045	0.0214	0.022
Si	0.0133	-0.0027	0.0227
Si	-0.0133	-0.0072	0.0414
Si	-0.0041	-0.0202	0.0066
Si	-0.0055	0.02	0.0032
Si	0.0048	0.0323	0.0145
Si	-0.0129	0.0018	-0.0036
Si	-0.0073	-0.0181	0.0252
Si	-0.0001	-0.0046	0.0227
Si	-0.0043	0.0049	0.0168
Si	0.0117	-0.0026	-0.056
Si	0.0137	-0.0006	0.0612
Si	-0.025	-0.0007	-0.0176
Si	-0.0051	0.0224	0.0101
Si	-0.023	0.0037	-0.0187
Si	0.035	-0.0021	-0.0124
Si	-0.0031	-0.0372	0.0027
Si	0.0011	0.0173	-0.0092
Si	0.0101	-0.0137	0.0207
Si	-0.0226	0.0175	-0.0412
Si	0.0152	-0.0072	-0.0314
Si	-0.0168	-0.0482	0.0048
Si	0.0569	0.0114	-0.0084
Si	0.0067	0.0422	-0.0065
Si	-0.0194	0.0298	-0.0285
Si	0.006	0.0215	0.0153
Si	0.0206	0.0114	0.0376
Si	-0.0373	0.0183	0.0552
Si	0.0001	-0.032	0.0744
Si	0.0093	-0.0422	0.0322
Si	-0.0032	-0.0329	-0.0108
Si	0.0031	-0.028	0.0278
Si	0.0316	0.0068	0.026
Si	0.0331	-0.0555	-0.0415
Si	-0.0524	0.0201	0.0222
Si	0.0591	-0.0108	0.0133
Si	0.0019	-0.0275	-0.0059
Si	0.0035	-0.0526	0.0647
Si	0.0123	-0.0054	0.0825
Si	-0.0224	0.0301	0.0532
Si	-0.0076	-0.0205	0.1062
Si	0.0025	-0.0372	0.0083
Si	0.0416	-0.0936	-0.0058
Si	0.0257	-0.0102	-0.0389
Si	0.0461	0.1193	-0.0188
Si	-0.0247	-0.0054	0.0359
Si	0.0099	0.0534	0.0648
Si	0.0165	-0.0406	0.0884
Si	0.0532	0.1041	0.001
Si	0.0485	0.005	0.0548
Si	-0.4176	-0.0621	-0.4358
Si	0.2879	-0.0134	-0.3779
Si	0.07	0.0018	-0.0058
Si	0.026	-0.0458	0.0024
Si	0.0554	0.0191	-0.0709
Si	-0.0471	-0.0191	-0.0533
Si	-0.2325	-0.0546	-0.7154
Si	0.0822	0.2125	-0.776
Si	0.0318	0.041	-0.0514
Si	0.0937	-0.2998	-0.8216
Si	0.3114	-0.1691	-0.6058
Si	0.1454	0.2792	-0.5347
Si	0.0381	-0.2092	-0.2589
Si	-0.0445	0.2661	-0.5876
Si	0.004	-0.0712	-0.1314
Si	-0.0257	-0.0734	0.0228
Si	-0.0454	-0.1692	-0.6502
Si	-0.2194	0.1814	-0.59
Si	-0.1836	-0.2072	-0.6687
Si	-0.0944	0.0592	0.0483
Si	-0.2672	-0.1941	-0.4791
Si	-0.2891	-0.0916	-0.7093
Si	0.0982	-0.0455	-0.1227
Si	-0.0041	-0.1125	-0.1142
Si	0.0181	-0.0675	-0.0166
Si	-0.0574	0.0024	-0.0828
Si	-0.1202	-0.155	-0.7588
Si	0.0119	-0.147	-0.5619
Si	-0.042	-0.1759	-0.1293
Si	-0.0612	0.6442	-0.4076
Si	0.0467	0.0118	-0.1097
Si	0.0387	-0.0873	-0.081
Si	0.1062	0.1501	-0.3205
Si	0.1392	-0.0416	-0.1197
Si	-0.1352	0.0085	-0.1022
Si	0.0042	-0.1032	-0.0831
Si	0.0569	-0.0134	-0.1878
Si	0.1577	0.0631	-0.6628
Si	-0.0063	0.0428	-0.1215
Si	0.0942	0.0114	0.0339
Si	-0.1815	0.0412	0.0404
Si	0.033	-0.1245	-0.103
Si	0.0835	0.0036	0.061
Si	-0.0268	0.0668	-0.1554
Si	-0.0456	-0.0523	0.0964
Si	0.0712	0.0249	-0.0568
Si	0.0214	0.0102	0.1211
Si	-0.0711	-0.0865	-0.1218
Si	-0.0257	0.0023	-0.0804
Si	-0.0544	-0.0424	0.0692
Si	0.0652	-0.0233	0.1227
Si	0.0313	-0.0002	0.1944
Si	-0.1822	-0.0408	-0.0612
Si	0.0032	0.0058	0.0506
Si	0.0701	0.0894	-0.0158
Si	0.0076	0.037	0.0643
Si	0.0297	0.099	0.0389
Si	-0.0156	-0.0046	0.0624
Si	-0.0349	-0.0889	0.0544
Si	-0.0177	0.0406	0.098
Si	0.1289	0.0334	-0.0802
Si	0.0291	0.0428	0.0807
Si	-0.0259	0.0033	-0.0537
Si	-0.0431	-0.0437	-0.1005
Si	-0.0542	0.068	-0.1277
Si	0.12	-0.0047	0.0958
Si	0.0336	-0.0197	0.015
Si	-0.0663	-0.0155	0.1336
Si	-0.0691	0.0259	-0.0792
Si	0.1088	-0.0247	-0.2026
Si	-0.0222	0.0329	0.0403
Si	-0.0121	-0.0086	-0.0057
Si	-0.002	-0.0018	-0.0111
Si	-0.0021	-0.0003	-0.0097
Si	-0.0115	-0.0076	0.0002
Si	-0.0058	0.0009	-0.0181
Si	-0.0134	0.0023	-0.0066
Si	-0.0352	-0.0033	-0.0333
Si	-0.015	0.0045	-0.0246
Si	0.0152	-0.0073	-0.0047
Si	0.014	-0.0001	-0.0201
Si	0.0166	-0.0066	-0.0198
Si	0.0112	-0.0055	-0.0069
Si	-0.0085	-0.0077	-0.003
Si	0.0047	0.0033	-0.0137
Si	0.0156	0.0095	-0.0165
Si	0.0033	-0.004	-0.0172
Si	-0.003	-0.0008	-0.0088
Si	0	0.012	-0.0238
Si	-0.0031	-0.0077	-0.011
Si	0.0087	0.0084	0.0069
Si	-0.0023	0.0112	-0.014
Si	-0.0131	-0.0068	-0.0099
Si	-0.0104	0.0002	-0.0345
Si	-0.0222	-0.0006	-0.0217
Si	-0.0026	-0.0046	-0.0052
Si	0.0009	0.0175	-0.0284
Si	0.0006	-0.0011	-0.0162
Si	0.0099	0.0014	-0.0142
Si	0.0009	0.003	-0.0048
Si	0.0016	0.0035	-0.0112
Si	0.0056	-0.0027	-0.0332
Si	0.0134	-0.0061	-0.0135
Si	0.0016	0.0078	0.0183
Si	0.0029	0.0157	0.0164
Si	-0.0067	-0.0075	0.0194
Si	-0.0031	0.015	0.0175
Si	0.004	-0.0185	0.0131
Si	0	0.0069	0.0074
Si	0.0089	0.004	0.0102
Si	0.0057	0.017	0.0142
Si	-0.0017	-0.0081	0.0106
Si	-0.0009	0.0059	0.0157
Si	-0.0127	0.0035	0.021
Si	-0.0036	-0.0142	0.0108
Si	-0.0005	-0.0138	0.0156
Si	-0.0032	0.016	0.0182
Si	-0.0004	0.0015	0.0205
Si	0.0061	0.0037	0.0209
Si	0.0052	0.0011	0.0168
Si	-0.0009	-0.0028	0.0209
Si	-0.009	-0.0181	0.013
Si	-0.0114	0.0135	0.0161
Si	-0.0043	-0.0213	0.0122
Si	-0.0071	0.0012	0.0128
Si	0.0071	-0.0058	0.018
Si	0.0062	-0.0088	0.0103
Si	0.0049	-0.0104	0.0208
Si	0.0068	-0.001	0.0169
Si	-0.0016	-0.0135	0.0126
Si	-0.0004	0.0102	0.0152
Si	-0.0011	-0.0132	0.0139
Si	0.0023	0.0065	0.0184
Si	0.0033	0.0026	0.0259
Si	0.01	0.0054	0.0198
Si	0.0087	-0.0034	-0.0184
Si	-0.0155	-0.0021	-0.0208
Si	0.0087	-0.0027	-0.0183
Si	0.0021	-0.0014	-0.0208
Si	0.001	-0.0044	-0.0124
Si	-0.0086	-0.0012	-0.019
Si	0.0057	-0.0014	-0.0073
Si	-0.0037	-0.0003	-0.0127
Si	-0.0041	-0.003	-0.0087
Si	-0.0002	-0.0008	-0.0174
Si	-0.0034	-0.0022	-0.0064
Si	0.0176	0.0065	-0.02
Si	0.0036	-0.0045	-0.0193
Si	-0.001	0.0045	-0.0184
Si	-0.0047	-0.0036	-0.0155
Si	0.0089	-0.004	-0.0193
Si	-0.0026	-0.0017	-0.0155
Si	-0.0125	-0.0022	-0.0216
Si	0.0217	0.0093	-0.0201
Si	-0.012	0.0021	-0.0154
Si	0.0059	-0.0011	-0.0097
Si	-0.0012	0.0007	-0.0159
Si	0.0022	0.0012	-0.0058
Si	-0.0037	0.0109	-0.0187
Si	-0.017	-0.0081	-0.0114
Si	0.0014	0.0006	-0.0142
Si	-0.0178	-0.0022	-0.0108
Si	0.008	0.0101	-0.0172
Si	-0.0037	-0.0006	-0.0155
Si	-0.0038	0.0041	-0.0204
Si	0.0019	-0.0013	-0.0135
Si	0.014	-0.0016	-0.0088
Si	0.0061	0.009	0.0162
Si	0.0116	0.0046	0.0118
Si	0.0034	0.0035	0.0174
Si	0.0016	0.0009	0.0128
Si	-0.0097	0.0115	0.0161
Si	-0.0138	0.0005	0.0162
Si	-0.0115	0.0044	0.0176
Si	0.0016	0.0037	0.0128
Si	0.0073	0.0013	0.0123
Si	0.0059	0.0121	0.0125
Si	0.0059	-0.0008	0.0164
Si	-0.0052	-0.0126	0.0078
Si	-0.0043	0.0014	0.0182
Si	0.0081	-0.0028	0.0183
Si	0.005	0.0046	0.0136
Si	-0.0019	-0.0031	0.009
Si	0.0052	0.0012	0.0147
Si	0.0103	0.0023	0.0098
Si	0.0012	-0.0001	0.0117
Si	0.0049	0.0027	0.018
Si	-0.0073	0.0026	0.0128
Si	-0.0114	-0.0058	0.0173
Si	-0.0039	-0.0137	0.0162
Si	0.0052	-0.0084	0.0079
Si	0.0046	0.0031	0.0157
Si	-0.0072	0.0039	0.0143
Si	-0.0008	0.0007	0.0178
Si	-0.0035	-0.0197	0.0103
Si	-0.0059	0.0019	0.0159
Si	-0.0009	-0.001	0.0138
Si	-0.0005	0.0027	0.0137
Si	-0.0006	-0.0042	0.008
Si	-0.001	-0.0053	-0.019
Si	-0.0062	0.0066	-0.0201
Si	-0.0067	-0.004	-0.0235
Si	0.0015	0.0026	-0.0201
Si	-0.002	0.0011	-0.0202
Si	0.0079	-0.0062	-0.0152
Si	0.0083	0.007	-0.0133
Si	0.0043	-0.0083	-0.0146
Si	0.0061	0	-0.0148
Si	-0.0121	-0.0093	-0.0131
Si	-0.0108	0.0069	-0.0044
Si	0.0039	-0.0049	-0.0126
Si	0.0044	-0.0084	-0.0186
Si	0.0032	0.0013	-0.017
Si	-0.0066	-0.0026	-0.0138
Si	-0.0022	0.0041	-0.0153
Si	-0.0042	-0.0007	-0.0127
Si	-0.008	0.0085	-0.0184
Si	-0.008	-0.0021	-0.0224
Si	0.0097	0.0079	-0.0177
Si	-0.0001	0.0083	-0.0197
Si	0.0031	-0.0001	-0.0123
Si	0.007	0.0103	-0.011
Si	-0.002	-0.0024	-0.0132
Si	0.0014	0.0042	-0.0155
Si	-0.0043	-0.0076	-0.0109
Si	-0.0001	0.0067	-0.0061
Si	0.0023	-0.0007	-0.0119
Si	0.0029	-0.0096	-0.0169
Si	0.0038	0.0021	-0.0151
Si	0.0029	-0.0025	-0.0121
Si	0.0049	0.003	-0.012
Si	0.0095	0.0021	0.0169
Si	-0.0154	0.004	0.0225
Si	-0.0219	0.0001	0.0174
Si	-0.004	0.0048	0.0148
Si	-0.0069	-0.0024	0.0138
Si	-0.0081	0.017	0.0158
Si	-0.0105	-0.0099	0.0155
Si	0.0056	0.0042	0.0144
Si	0.0074	-0.0023	0.0136
Si	0.0058	0.0041	0.014
Si	0.006	0.0026	0.0169
Si	-0.0004	0.0054	0.0114
Si	0.003	0.0094	0.0158
Si	0.0136	-0.0044	0.0191
Si	0.0295	0.0074	0.0127
Si	0.0073	-0.0067	0.0115
Si	0.0053	-0.0034	0.0127
Si	-0.0171	-0.0037	0.0185
Si	-0.0129	-0.0062	0.0176
Si	-0.0049	0.0003	0.0139
Si	-0.0042	-0.0095	0.0143
Si	-0.0109	0.0104	0.0142
Si	-0.0106	-0.013	0.0166
Si	0.0054	0	0.0135
Si	0.0019	-0.0064	0.016
Si	0.0008	0.0008	0.0196
Si	0.0032	0.0021	0.0204
Si	-0.0032	0.0013	0.0134
Si	-0.0003	0.0092	0.0144
Si	0.0074	-0.006	0.0148
Si	0.0184	0.004	0.0128
Si	0.0037	-0.009	0.0093
Si	-0.0045	-0.0013	-0.0158
Si	0.0167	0.0038	-0.0103
Si	0.0057	0.0064	-0.0165
Si	-0.004	-0.0057	-0.0198
Si	0.0049	0.0051	-0.0207
Si	-0.006	0.0007	-0.0162
Si	-0.0036	-0.0013	-0.0189
Si	-0.0031	-0.0017	-0.0207
Si	-0.007	-0.0069	-0.0115
Si	-0.0025	-0.0048	-0.0052
Si	0.0013	-0.0015	-0.0081
Si	0.0014	-0.0077	-0.0095
Si	-0.0027	0.0003	-0.0269
Si	-0.009	0.0061	-0.0179
Si	-0.0125	-0.0023	-0.0216
Si	-0.0009	-0.0073	-0.0173
Si	-0.0044	0.0056	-0.0157
Si	0.0088	0.0081	-0.0076
Si	0.0025	0.0089	-0.0125
Si	0.0045	0.0039	-0.0167
Si	0.0033	0.0136	-0.0208
Si	-0.0057	-0.0059	-0.0112
Si	-0.0011	0.0013	-0.0128
Si	-0.004	-0.0006	-0.021
Si	-0.0007	-0.0036	-0.0172
Si	-0.0001	-0.0051	-0.0122
Si	0.005	0.0022	-0.0124
Si	0.0033	-0.0053	-0.0124
Si	-0.0011	0.0081	-0.0239
Si	-0.0052	0.0092	-0.0152
Si	-0.0042	-0.0007	-0.0202
Si	0.0056	-0.0049	-0.0117
Si	-0.005	-0.0037	0.024
Si	-0.0075	0.0054	0.0354
Si	-0.0154	0.0017	0.0218
Si	0.0145	0.0054	0.0193
Si	0.0054	-0.0012	0.0204
Si	0.0098	0.001	0.016
Si	-0.0134	-0.0008	0.0184
Si	0.0154	0.002	0.0124
Si	0.0103	0.0004	0.0011
Si	-0.0126	-0.0118	0.0086
Si	0.0183	0.0112	0.006
Si	-0.0164	-0.0051	-0.0018
Si	-0.0039	-0.0029	0.0033
Si	0.0025	0.0117	0.0183
Si	0.007	-0.0069	0.0006
Si	-0.017	0.0021	0.0188
Si	-0.0093	-0.0123	0.0168
Si	-0.0127	-0.0022	0.0338
Si	-0.0197	0.002	0.0172
Si	0.006	0.0072	0.0163
Si	-0.003	-0.007	0.0203
Si	0.0113	-0.0028	0.0152
Si	-0.0059	-0.0017	0.0163
Si	0.0011	-0.0021	0.009
Si	0.0102	-0.0103	0.0072
Si	-0.0059	-0.0008	0.0096
Si	0.0157	-0.0006	0.0053
Si	-0.0137	-0.0015	0.0029
Si	-0.0014	-0.0061	0.0043
Si	-0.0023	0.0021	0.0157
Si	0.0016	-0.0062	0.0038
Si	-0.0155	-0.0003	0.0139
O	-0.1211	-0.0914	0.6203
O	0.2631	-0.2213	-0.2214
O	-0.4962	-0.0233	-0.0071
O	-0.4923	-0.0462	-0.139
O	-0.3531	0.0449	0.2664
O	0.2435	-0.3353	0.334
O	-0.1459	0.2428	0.261
O	0.0008	-0.0482	-0.189
O	-0.2158	0.0825	0.0135
O	0.4076	0.0599	-0.2939
O	0.0284	-0.1856	0.1642
O	-0.0756	-0.2804	-0.4087
O	0.523	0.0729	-0.1802
O	-0.1128	-0.3996	0.0716
O	-0.0922	0.3782	-0.0896
O	0.2723	-0.0394	-0.0349
O	0.0111	-0.1372	-0.7844
O	0.3526	-0.4627	-0.0843
O	-0.539	0.064	0.0758
O	-0.1918	0.1451	-0.401
O	-0.5228	0.3854	-0.1104
O	0.0873	0.0375	-0.1961
O	-0.2895	0.4178	-0.0086
O	0.1117	-0.1928	-0.0355
O	0.1159	-0.3305	0.0393
O	0.5057	-0.4182	-0.0742
O	0.1345	0.6784	-0.3664
O	-0.2783	0.0586	-0.3381
O	0.2126	0.07	-0.079
O	0.4401	0.0956	0.1298
O	0.1831	-0.0124	-0.3805
O	-0.1179	0.0544	-0.4759
O	0.2446	0.1806	0.485
O	0.2323	0.2278	-0.0142
O	-0.5035	-0.0631	0.2362
O	-0.0361	0.1238	-0.2198
O	0.4676	0.2073	0.0983
O	-0.2615	0.2332	-0.202
O	-0.0054	-0.5144	0.2549
O	0.7717	0.3018	-0.0643
O	-0.5164	0.1785	-0.1417
O	-0.1082	-0.4198	-0.442
O	0.2578	0.1397	-0.2142
O	-0.3367	0.1106	-0.3164
O	-0.1198	0.4111	0.1607
O	-0.1637	-0.2944	-0.1055
O	0.0049	-0.1123	-0.5789
O	-0.0157	0.0682	-0.4611
O	-0.5894	-0.2053	0.1549
O	0.3572	0.4118	-0.4109
O	0.1877	0.1084	-0.3442
O	-0.4197	-0.1102	-0.265
O	0.1566	0.2835	-0.4308
O	-0.0231	-0.3287	0.0121
O	-0.0304	-0.2714	0.0405
O	0.1095	-0.2543	0.1842
O	-0.0969	-0.1037	0.154
O	-0.6474	-0.138	0.319
O	-0.0737	-0.0417	0.4398
O	0.1894	-0.0866	-0.0976
O	0.0685	-0.1478	-0.3706
O	-0.1661	0.0142	0.2399
O	-0.2643	0.11	0.3506
O	-0.0254	-0.0618	-0.1399
O	-0.1994	-0.2179	0.3303
O	0.2521	0.6056	0.0226
O	0.0592	0.5224	0.1751
O	-0.2018	0.0226	0.2385
O	0.039	-0.1285	0.1782
O	0.5286	-0.0291	0.2093
O	-0.2672	-0.0325	0.3737
O	0.0652	-0.2221	0.417
O	0.1936	-0.2311	0.4603
O	0.0038	-0.3967	-0.0949
O	-0.5532	-0.0755	0.2098
O	-0.1686	0.4084	0.1257
O	0.6841	-0.0207	0.2695
O	-0.5847	-0.096	0.1963
O	-0.058	0.0377	0.2792
O	0.5155	0.0449	0.4695
O	-0.0639	0.4141	-0.0071
O	-0.0238	0.5419	0.1527
O	0.0669	0.3211	0.1759
O	-0.2711	-0.2863	0.3007
O	-0.547	-0.1801	0.2617
O	-0.6293	0.1892	0.1073
O	0.5213	0.0796	0.1902
O	0.0518	-0.2988	0.161
O	0.585	-0.1382	0.0474
O	-0.2684	0.6651	-0.1366
O	-0.2294	0.1909	0.2434
O	-0.2823	0.1807	-0.1569
O	-0.0586	0.2589	0.287
O	-0.1775	0.1172	-0.24
O	0.2816	0.3869	0.0136
O	-0.0724	-0.0791	0.2213
O	-0.0581	0.4719	0.3856
O	0.4732	-0.1102	0.0733
O	-0.0397	-0.2489	0.3428
O	0.1321	-0.523	0.3989
O	-0.3684	0.0304	0.2226
O	0.1512	-0.2508	0.2237
O	-0.5146	-0.384	-0.1443
O	0.0222	0.1837	0.3426
O	-0.3071	-0.3872	-0.2807
O	-0.3026	0.2674	-0.1305
O	-0.1396	0.0659	0.3394
O	0.3714	0.5091	-0.0031
O	-0.3871	0.3767	-0.3193
O	-0.0457	-0.4631	-0.3115
O	-0.5895	-0.3537	-0.1818
O	-0.3367	0.4028	-0.0706
O	-0.4315	0.0666	-0.0205
O	0.5679	-0.1056	-0.0213
O	-0.3681	-0.1977	0.1036
O	0.0334	-0.1236	0.2573
O	0.2362	-0.2211	0.0274
O	-0.277	-0.3831	-0.1334
O	-0.0974	-0.2768	-0.1367
O	0.0262	0.0453	-0.4653
O	-0.2564	0.1714	0.5218
O	0.3233	-0.3048	-0.003
O	0.415	-0.337	-0.2448
O	-0.1157	0.2661	-0.306
O	0.2616	0.4317	0.0272
O	0.1615	0.3111	0.4626
O	-0.3667	0.1359	0.3981
O	0.4411	-0.1978	0.5347
O	0.2047	-0.2362	-0.4881
O	0.0851	0.3736	-0.2613
O	0.0409	-0.1639	0.1929
O	-0.2018	-0.1822	0.1436
O	-0.3024	0.4626	-0.421
O	0.2346	-0.3244	0.1001
O	-0.0082	0.3077	0.1017
O	0.1668	-0.6	0.0504
O	0.1964	0.5496	-0.273
O	-0.6763	-0.1465	0.1432
O	0.1989	0.1264	-0.1997
O	-0.0009	0.3902	-0.489
O	0.1066	-0.1913	0.2883
O	0.0888	-0.0708	-0.2214
O	-0.064	0.334	0.2482
O	0.0202	-0.4773	-0.33
O	-0.1295	-0.2994	-0.2511
O	0.0323	0.1519	0.3671
O	-0.4414	-0.3613	-0.0679
O	0.4115	-0.2833	0.109
O	-0.0402	0.1756	0.1687
O	-0.1713	-0.1063	-0.3396
O	-0.106	-0.0703	-0.5077
O	-0.2739	0.3965	0.1427
O	-0.1363	-0.2062	0.4217
O	0.0349	-0.0109	0.3817
O	0.0658	-0.175	-0.4299
O	-0.0809	0.3672	0.3677
O	-0.1291	-0.0751	-0.0812
O	0.3601	-0.3037	-0.0374
O	0.0763	0.0407	-0.3155
O	0.1172	-0.1605	-0.1576
O	-0.4732	0.2798	-0.0797
O	-0.4148	-0.0185	0.0934
O	0.0693	-0.1654	-0.6024
O	-0.3544	-0.1518	0.006
O	-0.0789	-0.083	-0.2931
O	0.6332	0.0019	-0.0495
O	0.1322	0.2813	-0.6451
O	0.0403	0.1153	-0.2166
O	-0.1021	-0.0158	0.0219
O	0.623	-0.301	-0.121
O	0.1882	0.2516	-0.2838
O	-0.4976	-0.0978	-0.0916
O	0.1887	0.2002	-0.1306
O	0.379	0.2033	0.1171
O	-0.0846	0.1399	-0.5866
O	0.561	-0.3343	-0.292
O	-0.1146	-0.1657	-0.4557
O	0.351	-0.2547	0.0389
O	-0.3156	-0.0051	-0.0526
O	0.1782	-0.1391	-0.1907
O	-0.0912	0.2878	0.1487
O	0.1529	0.1601	0.219
O	0.339	0.4667	0.1322
O	0.2198	0.381	0.4033
O	0.0443	-0.5463	0.4139
O	-0.3095	0.2127	-0.0731
O	0.1786	-0.0901	-0.0886
O	0.6049	-0.1115	0.2759
O	-0.3893	-0.1266	0.1027
O	-0.1332	-0.2551	0.4338
O	0.2847	0.066	-0.0552
O	0.2958	0.3667	-0.288
O	0.1537	0.0872	0.4836
O	0.1869	-0.2644	0.16
O	0.0129	-0.2164	0.1518
O	-0.1356	-0.0173	-0.5197
O	0.0955	0.0812	-0.1751
O	-0.5101	-0.2767	0.0719
O	0.3714	-0.1067	-0.518
O	0.1455	0.1766	0.1107
O	-0.1441	0.2408	0.3762
O	-0.1656	0.1448	-0.0285
O	0.1003	-0.2412	0.3203
O	0.2247	0.0862	0.1001
O	0.1666	0.2226	0.3915
O	-0.2703	0.342	0.0604
O	0.1237	0.2753	0.2819
O	-0.1981	-0.1211	0.004
O	-0.1076	-0.0155	-0.1071
O	0.273	-0.2281	0.0525
O	0.0454	-0.2363	0.4773
O	-0.2	0.0858	0.355
O	0.166	0.0452	0.3459
O	0.1713	-0.5256	0.3481
O	0.0187	-0.0289	0.4963
O	-0.492	0.0205	-0.2308
O	0.5252	0.2235	0.018
O	0.0053	-0.4011	0.1058
O	0.4113	0.373	-0.2005
O	0.2606	-0.4132	0.2547
O	-0.1792	-0.2304	0.6774
O	0.0591	-0.1362	0.0219
O	-0.5914	0.0186	0.2695
O	-0.241	0.1857	0.1134
O	0.4533	-0.1837	0.2371
O	0.1144	-0.154	-0.2355
O	-0.5717	-0.131	-0.2924
O	-0.1369	-0.0595	0.1433
O	-0.0414	0.2384	0.0895
O	-0.156	-0.1691	0.2699
O	-0.096	0.4917	-0.0315
O	-0.2168	0.3816	0.2534
O	-0.2943	-0.0827	0.4245
O	-0.1952	0.383	0.1149
O	0.5337	-0.058	0.4161
O	0.161	-0.3811	0.0596
O	-0.5333	0.21	-0.2157
O	-0.0206	0.4908	0.3354
O	-0.4925	0.2734	0.1713
O	0.1298	0.1678	-0.3826
O	-0.134	0.1567	-0.1197
O	0.0751	0.054	-0.0434
O	0.3963	0.1062	0.2317
O	-0.2698	-0.6159	0.2263
O	0.1407	-0.764	-0.059
O	0.4687	-0.0005	0.4928
O	0.4467	-0.1698	-0.1664
O	-0.4218	-0.2225	0.2822
O	0.2543	-0.5012	0.1785
O	-0.0508	0.145	-0.2566
O	0.194	-0.48	0.2003
O	0.0024	0.0894	-0.3166
O	0.0268	-0.3078	-0.1173
O	-0.105	0.266	0.2138
O	-0.1343	-0.3026	-0.0733
O	-0.2647	0.1078	0.1058
O	0.3614	0.1966	0.0333
O	-0.2591	0.4361	0.4718
O	-0.3687	-0.1015	-0.3797
O	0.0838	0.0049	-0.1537
O	0.0214	0.6877	-0.3631
O	-0.4671	-0.3859	-0.4743
O	-0.0994	-0.1812	-0.4144
O	-0.42	-0.0068	-0.1466
O	-0.3867	-0.0328	0.1854
O	-0.4356	0.0238	0.5213
O	0.5147	0.1547	-0.1123
O	0.028	0.0556	-0.1433
O	-0.0416	-0.5116	0.354
O	-0.0577	-0.1322	-0.3266
O	-0.2492	0.1963	-0.4521
O	0.0811	-0.3852	0.4091
O	-0.1864	0.2716	-0.2255
O	0.2338	-0.4158	0.1256
O	0.1642	-0.1379	-0.1514
O	0.0499	0.3411	-0.2286
O	0.1924	0.2455	-0.0179
O	0.223	0.0822	-0.0329
O	-0.2465	-0.006	-0.1695
O	0.2986	0.5422	-0.1957
O	-0.4164	-0.1218	-0.3256
O	0.2077	0.4689	0.3226
O	-0.0177	0.3205	0.6349
O	0.0019	-0.4427	-0.1773
O	0.086	-0.1481	-0.0525
O	0.1375	0.1298	-0.2616
O	0.4545	0.1082	0.128
O	-0.6471	0.1316	0.3245
O	0.0773	-0.0443	-0.378
O	0.1437	-0.1091	0.2341
O	0.4931	0.103	0.164
O	0.3595	0.0076	-0.5889
O	-0.3509	0.5794	0.3144
O	0.2009	0.2199	-0.6147
O	0.5653	-0.1122	-0.2963
O	-0.0498	0.0662	0.1717
O	0.1323	0.1166	-0.1964
O	-0.1023	-0.0421	-0.3209
O	-0.3984	-0.2046	-0.1793
O	0.168	-0.0415	-0.4542
O	-0.4797	0.044	0.2749
O	0.3169	-0.4406	-0.0229
O	0.2334	0.2541	-0.4158
O	0.0636	-0.1793	-0.6723
O	-0.293	-0.4455	0.3098
O	0.41	0.0516	-0.2947
O	-0.2278	0.1431	0.0065
O	-0.2802	-0.102	-0.5702
O	-0.3834	0.2087	-0.6294
O	-0.0399	0.2684	-0.0137
O	-0.2575	-0.2727	0.2551
O	-0.0542	0.1869	0.1056
O	-0.2861	-0.092	-0.5235
O	-0.0125	-0.167	0.4625
O	0.0372	-0.129	-0.6061
O	0.5042	0.1471	-0.2009
O	0.775	-0.1239	0.173
O	0.6884	0.1072	0.1744
O	-0.0382	-0.5083	0.2012
O	-0.3049	-0.2437	-0.401
O	-0.5754	-0.2297	0.0466
O	0.2834	0.1617	0.5356
O	0.1567	-0.0383	-0.0938
